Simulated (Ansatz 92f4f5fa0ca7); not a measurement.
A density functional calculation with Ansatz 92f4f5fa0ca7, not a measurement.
Periodic cell of 220 atoms, Si132O88, from a study of silicon, its oxide and their interface. The atomic structure is a simulated model.
This geometry differs little from another in the collection (a relaxation step or a small displacement).

Settings: functional r2SCAN; potential files Ansatz PAW; basis plane waves; wave-function cutoff 800 eV; density cutoff ratio 5; exchange-correlation grid ratio 1; k mesh 1 x 1 x 1, shifted by 0.5 0.5 0 of a step; self-consistency stop 1e-10 eV per atom in the density residual; occupations fixed; spin none; net charge 0.

Cell vectors (angstrom)
a	10.88	0	0
b	0	10.88	0
c	0	0	32.0278

Atoms: element, x, y, z (angstrom)
Si	-0.143	-0.0575	0.2762
Si	2.3176	3.5473	-0.1198
Si	0.5459	5.1428	0.2251
Si	2.1735	8.7845	-0.1726
Si	5.9028	-0.1535	-0.2983
Si	8.5959	2.1683	-0.1368
Si	5.4644	5.6229	-0.1314
Si	7.8402	8.2418	-0.0473
Si	1.2506	1.3054	1.4732
Si	4.1994	4.1313	1.1561
Si	1.4256	6.9899	1.3078
Si	4.0376	9.737	0.9851
Si	6.944	1.2591	1.2716
Si	9.5409	4.0303	1.0826
Si	6.6677	6.8787	1.3841
Si	9.3776	9.3563	1.3552
Si	-0.0459	2.8174	2.6683
Si	2.786	0.0359	2.6398
Si	-0.0382	8.1289	2.6978
Si	2.8572	5.5778	2.5678
Si	5.4811	2.6731	2.5062
Si	8.1551	-0.0647	2.7287
Si	5.2884	8.3253	2.5626
Si	8.1432	5.4045	2.5015
Si	1.3999	4.2016	3.9075
Si	4.1243	1.3988	3.9638
Si	1.3666	9.5395	3.9664
Si	4.0855	6.9052	4.0026
Si	6.7955	4.0623	3.8946
Si	9.5198	1.3757	4.0014
Si	6.7125	9.5375	4.0093
Si	9.4727	6.7357	3.961
Si	0.0171	0.0288	5.3219
Si	2.7248	2.7791	5.2587
Si	-0.0076	5.4549	5.3319
Si	2.6811	8.1849	5.3697
Si	5.4155	0.0369	5.3771
Si	8.1276	2.7268	5.3258
Si	5.4529	5.4657	5.2613
Si	8.1108	8.1338	5.2912
Si	1.3726	1.4098	6.6396
Si	4.0664	4.1279	6.6321
Si	1.3088	6.8294	6.7091
Si	4.0476	9.5491	6.7135
Si	6.7829	1.3817	6.7183
Si	9.5097	4.0776	6.6776
Si	6.7808	6.7861	6.6609
Si	9.4974	9.5224	6.6277
Si	-0.0003	2.7178	8.0234
Si	2.6761	0.0435	8.0314
Si	-0.0445	8.2074	8.0485
Si	2.675	5.4363	8.016
Si	5.3963	2.7637	8.0221
Si	8.1594	-0.0169	8.0255
Si	5.4289	8.1481	8.0204
Si	8.134	5.4515	8.0179
Si	1.3239	4.0813	9.4089
Si	4.0159	1.4089	9.3705
Si	1.3162	9.583	9.4122
Si	4.0294	6.8015	9.3453
Si	6.7778	4.0933	9.3789
Si	9.5459	1.329	9.3726
Si	6.8048	9.491	9.3865
Si	9.4573	6.8386	9.3693
Si	-0.0241	0.0257	10.8516
Si	2.6434	2.6949	10.8041
Si	-0.0894	5.4674	10.6934
Si	2.6926	8.1818	10.6966
Si	5.3946	0.0091	10.6282
Si	8.1745	2.6968	10.672
Si	5.3583	5.4325	10.7026
Si	8.1512	8.1525	10.8212
Si	1.2927	1.3932	12.2861
Si	4.0403	4.0545	12.0914
Si	1.2646	6.8464	11.9956
Si	4.0746	9.5609	12.0203
Si	6.8012	1.3068	11.9454
Si	9.4751	4.0763	12.067
Si	6.7015	6.7623	12.0676
Si	9.5122	9.5385	12.2339
Si	-0.1035	2.8498	13.6293
Si	2.7692	-0.0252	13.5018
Si	0.119	8.2313	13.5415
Si	2.6015	5.4663	13.2852
Si	5.5008	2.6483	13.3214
Si	8.0839	0.0714	13.481
Si	5.4791	8.2598	13.3918
Si	7.9065	5.2394	13.3936
Si	1.1646	4.474	14.8705
Si	4.4516	1.0897	14.6543
Si	1.7898	9.2151	14.8628
Si	3.8658	6.9999	14.4395
Si	7.0057	3.5958	14.8355
Si	8.9083	1.8828	14.7493
Si	6.6172	9.7363	14.903
Si	10.0042	6.8263	15.0895
Si	5.5625	5.5809	16.6539
Si	9.4829	11.9506	17.7073
Si	3.4424	6.1158	19.0751
Si	21.1915	3.356	21.8458
Si	14.6689	-9.8132	18.7985
Si	19.5438	3.4631	19.2033
Si	1.3187	0.0611	17.364
Si	13.4969	13.4198	16.7061
Si	9.3121	-5.4854	23.8281
Si	17.4227	0.0516	23.8658
Si	11.9351	18.0829	20.314
Si	8.8327	-4.3907	19.542
Si	7.8994	-3.1308	17.0252
Si	4.461	4.3929	22.8712
Si	5.1656	10.8643	21.0786
Si	5.5794	3.7155	27.2386
Si	16.115	8.6651	25.3809
Si	9.8483	4.0976	28.4543
Si	-4.1072	1.1838	18.9605
Si	4.641	7.8685	21.3713
Si	1.5228	4.9894	29.5657
Si	6.9542	6.2634	22.1498
Si	15.5493	2.0761	24.943
Si	3.3215	6.9373	23.9009
Si	11.2143	7.5947	24.7137
Si	12.9885	4.4922	20.9426
Si	19.2667	3.5827	26.0102
Si	9.6648	11.4537	23.2338
Si	9.1204	12.1811	27.6654
Si	-0.0195	10.313	25.9801
Si	3.5448	7.0591	29.8519
Si	6.7762	1.7247	29.46
Si	11.6523	9.4209	22.4466
Si	5.7406	6.7957	27.8409
Si	13.5904	-0.3013	24.8089
Si	7.8047	5.9867	29.9043
O	2.5823	6.064	-3.0135
O	0.9666	-1.0161	-0.5261
O	2.0111	1.9742	0.1493
O	2.3658	3.7809	-1.7548
O	0.5466	5.6601	-1.3536
O	2.6712	8.3055	-1.6553
O	3.4306	3.9626	-10.3198
O	5.7924	0.7165	-1.7232
O	18.8947	-4.6178	-8.6512
O	9.7634	1.0432	-0.5383
O	7.7333	2.4886	-1.4951
O	4.1896	6.358	-0.8639
O	6.5949	5.2564	-1.286
O	9.224	4.5008	-4.9948
O	8.3786	7.254	-1.2612
O	2.0269	3.9423	16.1757
O	7.8823	6.2256	20.8251
O	3.8747	2.0602	15.8249
O	14.3933	5.35	23.772
O	2.8689	8.0325	15.2473
O	13.0169	-3.7225	19.0507
O	-0.8077	2.1023	22.8496
O	4.6626	5.9654	15.3914
O	20.0465	3.2559	20.7182
O	8.6666	6.2877	14.3844
O	9.4053	1.1053	16.1041
O	12.3119	12.3287	16.5184
O	5.4782	10.8582	15.3236
O	9.3991	7.5047	16.4345
O	15.5596	7.3524	24.6492
O	2.681	-0.0452	18.2802
O	4.4173	6.7569	20.2151
O	16.9636	7.6258	22.0763
O	6.2705	4.1451	16.2535
O	12.1166	-1.1605	16.3165
O	7.275	9.0747	16.2759
O	19.6457	5.0298	18.779
O	6.565	0.4293	20.3822
O	8.1771	-3.1933	18.6353
O	11.7934	14.2879	21.1533
O	17.6731	-4.2798	16.7979
O	16.3149	0.1019	22.662
O	10.7694	11.0465	18.1509
O	23.2847	-4.8948	21.3239
O	8.0407	0.3352	23.284
O	14.8703	0.9266	20.4149
O	6.0226	1.1609	24.9381
O	15.3744	2.8576	26.3702
O	3.1492	13.3415	18.2442
O	-1.2419	13.4817	18.2294
O	-7.5241	1.174	24.6279
O	8.7656	4.0621	24.5451
O	13.5718	4.7217	19.4443
O	8.7369	-8.8571	26.2553
O	8.0609	11.3666	18.2498
O	0.0128	8.2656	23.286
O	-0.3703	10.5492	22.1589
O	1.1744	8.6698	21.0471
O	10.1431	-6.0918	22.5841
O	5.8446	5.0663	22.3103
O	11.0187	5.6072	15.4715
O	26.4447	9.3524	20.7441
O	14.7925	9.6414	25.4099
O	17.7112	3.8365	26.2391
O	10.088	10.9193	27.2909
O	-5.551	0.9762	18.2094
O	-1.0667	2.4674	28.5822
O	-3.7048	2.7716	19.1062
O	0.5337	4.4924	28.4071
O	12.4398	10.6838	25.9519
O	-3.6825	6.5618	28.5126
O	1.9406	7.2561	24.7004
O	10.3802	6.9004	19.8828
O	1.9971	10.0463	23.3962
O	10.2868	6.271	24.7863
O	5.8651	7.964	26.7093
O	6.4208	-1.3946	24.619
O	5.1605	5.28	27.5106
O	15.368	16.6088	17.8805
O	5.9659	2.8583	28.5876
O	15.6142	7.5077	28.8868
O	7.7558	0.8729	28.4526
O	8.9753	4.9035	29.5748
O	15.7559	13.998	23.7354
O	10.1953	11.0109	24.6882
O	-0.0739	8.6747	25.8728
O	3.4447	7.7035	22.4637
O	6.8598	9.4246	31.3649

Results
free energy: -134618.880 eV
free energy less fixed offsets of O -570.45, Si -639.56 eV per atom: 2.640 eV

Forces (eV/angstrom), in the order of the atoms: element, x, y, z
Si	0.0012	0.003	-0.0127
Si	0.0119	0.0023	-0.0268
Si	-0.0067	0.0046	-0.0205
Si	0.001	-0.0053	-0.0322
Si	-0.0002	0.0052	-0.0367
Si	-0.0015	0.0048	-0.0411
Si	0.0012	0.0025	-0.0395
Si	0.0033	-0.0093	-0.0295
Si	-0.0028	-0.0036	-0.0005
Si	-0.002	-0.0017	0.0034
Si	0.0026	0.0022	0.0022
Si	-0.0001	-0.0003	0.0052
Si	-0.0045	0.0024	0.0067
Si	-0.0013	0.0009	0.0044
Si	0.0029	-0.0029	0.0074
Si	0.0023	0.0009	-0.0003
Si	-0.0001	0.0008	0.0014
Si	-0.0005	-0.0001	-0.0007
Si	-0.0011	-0.0019	0.0018
Si	-0.0021	-0.0025	-0.002
Si	0.0028	-0.0012	-0.0019
Si	0.0012	0.0008	0.0024
Si	0	-0.0005	0.0013
Si	0.0016	0.0005	0.0011
Si	0.0002	-0.0004	0.0015
Si	-0.0005	0.0001	0.0002
Si	0.0007	0.0004	-0.0005
Si	0.0007	0.002	0.0012
Si	0.0011	0.001	0.0005
Si	0.0007	-0.0003	0.001
Si	-0.0001	0.0005	0.001
Si	-0.0017	-0.001	-0.0004
Si	-0.001	-0.0001	0
Si	0.0009	0.0004	-0.0008
Si	0.0005	0.0014	-0.0002
Si	-0.0007	-0.0007	-0.0001
Si	0.0009	0.0005	-0.0001
Si	-0.0005	-0.0004	0.0001
Si	-0.0001	-0.0014	-0.0002
Si	0.001	-0.0005	0.0001
Si	0	0.0002	-0.0002
Si	0.0002	0.0001	0
Si	0	-0.0004	0.0001
Si	0.0002	0.0006	-0.0001
Si	0.0008	0	-0.0001
Si	0	-0.0001	0.0001
Si	0.0003	0.0001	-0.0001
Si	-0.0002	-0.0001	0.0003
Si	0	-0.0007	0.0004
Si	0.0004	0.0003	-0.0003
Si	-0.0002	-0.0002	0.0001
Si	-0.0001	-0.0001	0.0003
Si	0.0001	-0.0001	0.0001
Si	0.0005	0.0001	0.0003
Si	0	-0.0007	0
Si	0.0004	0.0003	0.0001
Si	0.0004	0.0005	0.0007
Si	-0.0006	-0.0003	0.0002
Si	-0.0001	-0.0002	-0.0001
Si	0.0008	0.0003	0.0001
Si	0.0002	-0.0002	-0.0004
Si	0.0001	0.0008	-0.0006
Si	0.0003	-0.0004	0.0003
Si	-0.0006	-0.0007	0.0004
Si	-0.0004	0.0001	0.0001
Si	0.0016	0.0002	-0.0007
Si	-0.0012	0.0007	0.0012
Si	-0.0004	-0.0003	0.0017
Si	0.0003	0.0008	0.0005
Si	0.0009	-0.0017	0.0007
Si	-0.0012	-0.0003	0
Si	0.0011	-0.0012	0.0012
Si	-0.0002	-0.0002	0.001
Si	-0.0005	0.0001	0.0005
Si	-0.0007	-0.0024	0.0009
Si	0.0006	-0.0009	0.0031
Si	-0.0004	-0.0007	-0.0004
Si	-0.0022	0.0015	0.0003
Si	-0.0013	-0.001	0.0006
Si	0.0001	-0.0008	-0.0002
Si	-0.0008	-0.0006	0.0049
Si	0.0029	0.0003	0.0042
Si	0.0026	0.002	0.0038
Si	-0.0007	0.0024	0.0032
Si	0.0015	-0.0001	0.001
Si	0.0001	0.0025	0.004
Si	-0.0001	0.0012	0.0039
Si	0.0029	-0.0023	-0.0048
Si	-0.0034	-0.0015	-0.0322
Si	0.0048	-0.0002	-0.0306
Si	0.0015	-0.0034	-0.0393
Si	-0.0053	0.0035	-0.0257
Si	0.0082	-0.0055	-0.0181
Si	-0.0048	0.0075	-0.0279
Si	-0.0026	0.0027	-0.0356
Si	0.0043	-0.0036	-0.0367
Si	0.0069	-0.0126	-0.0479
Si	0.0033	-0.0045	-0.0448
Si	0.0097	-0.0056	-0.0421
Si	-0.0019	-0.0024	-0.0462
Si	-0.0075	0.0044	-0.043
Si	-0.0037	-0.0083	-0.0434
Si	-0.0019	-0.0036	-0.0397
Si	0.0003	0.0104	-0.0439
Si	-0.0007	0.0085	-0.0429
Si	-0.0058	-0.0006	-0.042
Si	-0.0012	-0.0084	-0.0365
Si	-0.0032	0.0068	-0.0464
Si	-0.0015	0.0098	-0.0503
Si	-0.004	0.0049	-0.0384
Si	-0.0007	0.0112	-0.0498
Si	-0.0072	-0.0026	-0.0413
Si	-0.0047	0.0065	-0.04
Si	-0.0067	-0.007	-0.0389
Si	0.0046	0.0002	-0.0385
Si	0.0012	-0.0015	-0.0415
Si	-0.0002	0.0033	-0.0466
Si	0.0006	0.0059	-0.0412
Si	0.0017	-0.005	-0.0428
Si	-0.0017	-0.0012	-0.0393
Si	0.0023	-0.0017	-0.0341
Si	-0.0004	0.0056	-0.0358
Si	0.0009	0.0035	-0.0441
Si	0.0004	0.0073	-0.0385
Si	0.0095	-0.0063	-0.041
Si	0.0041	-0.0039	-0.0416
Si	0.0054	0.0001	-0.0498
Si	0.0007	0.0082	-0.056
Si	0.0003	-0.0041	-0.0424
Si	-0.0025	0.0068	-0.0481
Si	-0.0023	-0.0027	-0.0337
Si	0.001	-0.0082	-0.0449
O	-0.0035	-0.0009	0.0139
O	-0.0001	0.0009	0.0146
O	-0.0012	-0.0004	0.0099
O	0.0045	0.0006	0.0319
O	-0.0028	-0.0014	0.0288
O	-0.0032	0.0104	0.0267
O	0.0085	-0.0042	0.0234
O	-0.0039	-0.0131	0.0342
O	0.0062	-0.0059	0.0202
O	-0.0016	-0.0055	0.0187
O	0.0077	0.0001	0.0347
O	-0.0038	-0.014	0.0299
O	-0.0096	0.0052	0.0255
O	0.0075	0.0006	0.0254
O	-0.0037	0.0146	0.0263
O	0.0111	-0.0074	0.0258
O	-0.0105	0.0002	0.0301
O	-0.0088	0.0032	0.0301
O	0.0003	0.0063	0.0115
O	0.0011	0.0011	0.0222
O	-0.005	0.0017	0.0168
O	-0.0024	-0.009	0.0177
O	0.0073	0	0.0284
O	0.0066	0.0075	0.0338
O	0.0003	0.0057	0.0135
O	0.0071	-0.0072	0.0395
O	-0.0037	-0.0006	0.0206
O	-0.0009	0.002	0.0203
O	-0.0099	0.001	0.0277
O	0.0047	0.001	0.0229
O	0.0107	0.0017	0.0174
O	0.0029	0.0081	0.0257
O	0.0012	-0.0043	0.0184
O	-0.0116	0.0089	0.0242
O	-0.0026	0.0119	0.0309
O	0.0082	-0.0112	0.0282
O	0.0015	0.002	0.0149
O	-0.0072	-0.0025	0.0282
O	0.006	-0.0073	0.0298
O	-0.0053	-0.0008	0.0122
O	0.0042	0.0007	0.0204
O	0.0061	-0.0013	0.0334
O	-0.0033	-0.003	0.0148
O	0.0022	-0.0013	0.0165
O	-0.0002	-0.0004	0.0144
O	0.0033	-0.0083	0.0232
O	-0.0016	0.0057	0.0183
O	0.0037	0.0081	0.0231
O	0.0071	-0.0031	0.0243
O	-0.0004	0.0084	0.028
O	-0.0005	0.0015	0.0126
O	-0.0055	-0.0097	0.0258
O	-0.0064	-0.0034	0.0196
O	-0.0012	-0.0019	0.0208
O	-0.0089	0.0014	0.0181
O	-0.0022	-0.0046	0.0211
O	-0.0028	0.0011	0.0163
O	-0.0009	0.011	0.0243
O	-0.0004	0.0058	0.0255
O	-0.0039	-0.0058	0.0124
O	-0.0056	-0.0011	0.017
O	0.0035	-0.0058	0.0138
O	0.0013	-0.001	0.0116
O	-0.0026	0.0019	0.0204
O	-0.0079	0.006	0.0211
O	0.0019	-0.002	0.0189
O	0.0001	0.0049	0.0174
O	0.0008	0.0026	0.0096
O	0.0091	0.0002	0.0223
O	-0.0044	0.0031	0.0168
O	0.0112	-0.0065	0.023
O	-0.0041	0.0001	0.0137
O	0.0079	0.0006	0.0161
O	0.0054	0.0051	0.0218
O	-0.0006	0.0022	0.0163
O	0.0012	-0.0091	0.0311
O	-0.0018	-0.0064	0.0175
O	-0.0009	0.0059	0.0149
O	-0.0164	0.0063	0.0328
O	0.0062	-0.0121	0.0295
O	-0.0043	-0.0084	0.0412
O	-0.0108	0.003	0.0259
O	-0.0023	0.008	0.0199
O	0.0011	-0.0076	0.0245
O	0.0035	-0.0048	0.0281
O	-0.001	0.0063	0.0169
O	-0.0043	0.0034	0.028
O	0.0025	0.0028	0.0177

The program warned: the cutoff lies below the one the program advises for these potential files; the forces do not sum to zero within the program's tolerance; empty levels may hold ghost states of the PAW files; the exchange-correlation potential is rough where the density is thin.
